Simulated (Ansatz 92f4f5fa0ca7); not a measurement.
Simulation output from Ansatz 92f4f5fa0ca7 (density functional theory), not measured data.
Periodic cell of 221 atoms, Si132O87H1N1, from a study of silicon, its oxide and their interface. The atomic structure is a simulated model.
Doubt: the cutoff is far below the 930 eV that the study's wrapper takes by default for these files, so forces and energies are approximate.
This geometry differs little from another in the collection (a relaxation step or a small displacement).

Settings: functional PBE; potential files Ansatz PAW; basis plane waves; wave-function cutoff 580 eV; density cutoff ratio 5; exchange-correlation grid ratio 1; k mesh 1 x 1 x 1, Gamma-centred; self-consistency stop 5e-08 eV per atom in the density residual; occupations fixed; spin none; net charge 0.

Cell vectors (angstrom)
a  10.938  0  0
b  0  10.938  0
c  0  0  33.3465

Atoms and the computed forces on them: element, x, y, z (angstrom), force x, y, z (eV/angstrom)
Si  -0.2042  0.1967  25.7825  -0.0118  0.0094  -0.0125
Si  5.9737  -0.5534  25.798  -0.0039  0.0027  0.0075
Si  2.8585  2.7989  25.8746  -0.0082  -0.0002  -0.0063
Si  8.3454  2.319  25.9485  0.0024  0.0083  -0.0003
Si  -0.4819  6.0086  25.7595  0.0204  -0.0064  0.0081
Si  5.365  5.694  25.8315  -0.0101  0.0107  -0.0026
Si  3.018  7.8402  25.8606  0.0002  -0.004  0.0072
Si  8.226  8.2227  26.179  -0.0037  -0.0017  -0.0187
Si  1.4198  1.3585  27.0967  0.0102  0.0022  0.0055
Si  6.8652  1.1428  27.2676  0.0021  -0.0022  -0.0003
Si  4.2253  4.1068  27.2108  0.0024  0.0005  0.0073
Si  9.5254  4.1284  27.022  -0.0108  -0.0088  -0.0046
Si  1.3291  6.7948  27.1572  -0.0055  0.0036  -0.0072
Si  6.8134  6.8025  27.3246  -0.0054  0.0015  0.0074
Si  4.185  9.4728  27.1171  0.0036  -0.0029  -0.0021
Si  9.6868  9.6229  27.2897  0.0026  -0.0006  0.009
Si  2.7729  -0.0368  28.4864  -0.0044  0.0026  -0.0006
Si  8.2647  -0.0615  28.6587  -0.003  0.002  -0.0063
Si  0.014  2.7651  28.4694  0.0031  -0.0011  0.007
Si  5.528  2.667  28.5533  -0.0023  0.0008  -0.0031
Si  2.7399  5.4329  28.5429  -0.0016  -0.0027  0.004
Si  8.2211  5.4035  28.5634  0.0026  0.0011  -0.0059
Si  0.0721  8.1896  28.5876  0.0008  0.0002  -0.0065
Si  5.4629  8.1945  28.6202  0.0005  0.0012  -0.0088
Si  4.1018  1.3673  29.9283  -0.0698  -0.1631  -0.2848
Si  9.5708  1.3673  29.9283  0.3098  0.4743  -0.0102
Si  1.3673  4.1018  29.9283  -0.0219  -0.1636  -0.1639
Si  6.8362  4.1018  29.9283  0.1571  -0.4231  0.1153
Si  4.1018  6.8362  29.9283  -0.3889  -0.1111  0.1565
Si  9.5708  6.8362  29.9283  0.0796  -0.1199  -0.1857
Si  1.3673  9.5708  29.9283  0.481  0.1219  0.0336
Si  6.8362  9.5708  29.9283  0.0435  -0.2504  0.572
Si  0  0  31.2955  0.1245  0.1554  -0.047
Si  5.469  0  31.2955  -0.0009  0.0115  0.0087
Si  2.7345  2.7345  31.2955  -0.0978  -0.0474  -0.0513
Si  8.2035  2.7345  31.2955  0.0168  0.0809  0.0349
Si  0  5.469  31.2955  -0.031  0.04  -0.0123
Si  5.469  5.469  31.2955  -0.0955  -0.0384  -0.0514
Si  2.7345  8.2035  31.2955  -0.0012  0.0376  0.0317
Si  8.2035  8.2035  31.2955  -0.1369  -0.035  0.0161
Si  1.3673  1.3673  32.6628  0.0094  -0.0493  0.011
Si  6.8362  1.3673  32.6628  0.0342  -0.0437  -0.024
Si  4.1018  4.1018  32.6628  0.0156  -0.0062  -0.0227
Si  9.5708  4.1018  32.6628  -0.0037  -0.0343  -0.0143
Si  1.3673  6.8362  32.6628  0.0485  0.0207  -0.0286
Si  6.8362  6.8362  32.6628  0.0885  -0.0198  -0.0029
Si  4.1018  9.5708  32.6628  0.0012  -0.0512  -0.0248
Si  9.5708  9.5708  32.6628  0.0049  -0.0132  -0.0325
Si  2.7345  0  0.6835  0.0249  -0.0175  -0.0134
Si  8.2035  0  0.6835  -0.0622  0.0558  0.0057
Si  0  2.7345  0.6835  -0.0174  0.0352  0.0277
Si  5.469  2.7345  0.6835  -0.0301  0.0203  0.0451
Si  2.7345  5.469  0.6835  -0.0776  0.0614  0.0009
Si  8.2035  5.469  0.6835  0.0155  -0.0174  -0.0035
Si  0  8.2035  0.6835  -0.0206  -0.0166  0.0436
Si  5.469  8.2035  0.6835  -0.0313  0.0568  0.0214
Si  4.1018  1.3673  2.0507  -0.082  -0.0853  0.0404
Si  9.5708  1.3673  2.0507  0.0319  -0.1159  -0.049
Si  1.3673  4.1018  2.0507  0.0991  -0.0204  -0.0149
Si  6.8362  4.1018  2.0507  0.0993  0.0676  0.0519
Si  4.1018  6.8362  2.0507  -0.0399  -0.0861  -0.0115
Si  9.5708  6.8362  2.0507  -0.1068  -0.0396  0.0146
Si  1.3673  9.5708  2.0507  0.1464  0.1558  0.0273
Si  6.8362  9.5708  2.0507  0.0592  -0.0697  -0.0219
Si  0  0  3.418  -0.0228  0.5072  -0.5699
Si  5.469  0  3.418  0.0751  0.0926  0.0492
Si  2.7345  2.7345  3.418  -0.0842  0.2521  -0.0992
Si  8.2035  2.7345  3.418  -0.0061  0.0956  0.3094
Si  0  5.469  3.418  -0.1844  -0.1418  0.1478
Si  5.469  5.469  3.418  -0.1653  0.1275  0.2559
Si  2.7345  8.2035  3.418  0.2154  -0.0584  0.0231
Si  8.2035  8.2035  3.418  -0.3946  -0.2559  -0.3974
Si  1.2424  1.5028  4.7517  0.0057  -0.0007  0.0096
Si  6.8129  1.3911  4.8114  -0.0006  -0.0007  0.0073
Si  4.1078  4.0763  4.8158  0.0037  -0.0006  -0.0072
Si  9.5225  4.1415  4.8522  0.0001  -0.0054  0.0117
Si  1.3651  6.8338  4.7634  0.0022  -0.001  0.0018
Si  6.7747  6.9049  4.8209  -0.0017  0.0011  -0.0024
Si  4.1225  9.5736  4.7917  -0.0014  0.0041  0.0069
Si  9.5632  9.5761  4.662  -0.0019  0.0034  0.0075
Si  2.6281  0.0442  5.9148  -0.002  -0.0001  0.0035
Si  8.2681  -0.0053  6.0247  0.0054  -0.0012  -0.0077
Si  -0.0517  2.8586  6.3331  -0.0083  -0.0077  -0.0051
Si  5.4461  2.691  6.2853  0.0007  0.0002  -0.0037
Si  2.7228  5.4951  6.1473  -0.0005  0.0072  0.0052
Si  8.0833  5.4891  6.1972  0.0113  0.0058  0.0043
Si  -0.0722  8.2114  6.0031  -0.0038  0.001  -0.001
Si  5.5038  8.3315  6.3181  -0.0028  -0.0069  -0.0041
Si  3.6601  1.5206  7.3638  -0.0031  0.0004  -0.0012
Si  9.7917  1.0667  7.4449  0.0051  0.0136  -0.0156
Si  1.614  4.0161  7.6651  -0.0075  0.0109  -0.0092
Si  6.5144  4.3727  7.622  -0.0055  0.0052  -0.0047
Si  4.2878  6.6591  7.4635  0.0031  -0.0036  -0.0067
Si  9.3258  7.1009  7.3591  -0.006  0.0062  0.002
Si  1.0911  9.8221  7.2069  0.0055  0.0043  0.0133
Si  7.261  9.485  7.5659  0.0066  -0.0012  0.0139
O  1.8739  3.8884  25.1333  0.0015  -0.001  0.0053
O  7.1524  9.2624  25.3776  0.013  -0.0114  0.0058
O  2.729  2.8162  7.7921  0.0044  -0.0072  -0.0002
O  8.3103  8.2559  8.0275  0.0012  -0.0011  -0.0069
O  5.374  5.5184  7.9568  0.0001  0.0003  -0.0006
O  0.0439  -0.0092  7.8394  0.0102  -0.011  -0.0007
O  4.1612  6.738  25.3327  0.0146  -0.0126  0.0026
O  9.5439  1.2964  25.3737  0.0138  -0.0164  0.0055
O  1.8483  9.132  8.46  0.0074  -0.0414  0.0179
N  1.3556  4.5868  9.334  0.0019  0.0051  0.0318
O  9.0063  1.3312  8.877  0.0001  -0.0007  0.0128
O  6.9769  10.4835  8.8904  0.0027  -0.0007  -0.0007
O  3.6907  0.6659  8.7969  0.0024  0.004  -0.0007
O  3.5696  7.1581  8.8553  -0.0151  0.0144  0.0036
O  7.0437  3.8941  9.1277  0.0025  -0.0013  0.0095
O  10.2381  6.2736  8.4562  0.0041  -0.0006  0.0068
O  3.8541  2.1165  24.7431  -0.0024  0.0044  0.001
O  5.4285  0.0128  24.3389  0.0016  -0.0017  0.0027
O  7.2274  2.7049  24.7669  -0.0009  0.0006  0.0013
O  11.1243  5.6987  24.2738  -0.0041  0.0039  -0.0017
O  9.2848  7.1528  25.4049  -0.0199  0.0212  0.0033
O  2.3012  8.4589  24.5085  -0.0004  0.0007  -0.0024
O  6.2162  5.155  24.4994  0.0008  -0.0008  -0.0031
O  0.3824  10.3612  24.4218  -0.0027  0.0018  0.0028
Si  2.4189  8.0827  9.5323  0.0113  0.0552  0.017
Si  11.0777  6.77  14.404  -0.0009  -0.0015  -0.0036
Si  0.0163  -5.1316  17.2157  -0.0009  0.0031  -0.0024
Si  4.172  0.8702  23.7401  0.0034  -0.0061  0.0021
Si  7.4408  -2.0109  20.3388  -0.0007  -0.0006  0.005
Si  8.295  0.8201  21.2459  -0.002  -0.0013  0.0014
Si  1.723  9.7423  23.6878  0.0002  -0.0022  0.0002
Si  10.5281  9.5113  14.4118  -0.0016  -0.0017  -0.0061
Si  3.9468  9.791  11.7575  -0.0054  -0.0128  -0.0229
Si  4.9436  16.1473  12.0304  0  0.006  -0.0044
Si  6.9519  1.8063  16.8006  -0.0012  -0.0011  0.0002
Si  4.6359  7.475  20.2436  0  0.0008  0.0027
Si  13.2785  8.566  14.1126  -0.0014  -0.0035  0.001
Si  3.7447  1.4945  10.2101  -0.0006  -0.0014  0.0023
Si  7.9335  11.4768  9.8294  0.0013  -0.0046  0.0008
Si  1.7343  8.3787  20.8096  0.001  -0.0017  0.0007
Si  2.5421  -5.4014  21.2742  -0.0002  0.0017  0.0005
Si  2.1944  3.9988  10.7898  -0.0018  0.0014  -0.0093
Si  8.2792  4.4026  17.5398  -0.0016  -0.002  0.0018
Si  6.9567  3.9271  23.7069  -0.0004  -0.0002  0.0037
Si  12.6335  3.6475  18.8395  0.0013  -0.0016  0
Si  6.3514  3.0945  10.3882  -0.0031  0.0006  -0.0037
Si  4.5486  2.9721  18.4208  0.0003  0.0008  0.0008
Si  7.9661  -0.2496  15.0179  -0.0021  0  -0.0028
Si  10.562  4.6422  12.2671  0.0017  0.0022  -0.0048
Si  -1.3622  3.1409  22.5774  0.0029  -0.0013  0.0014
Si  6.2608  7.9031  12.3061  -0.0013  -0.0012  -0.004
Si  8.589  9.6388  12.2794  0.0002  -0.0032  -0.005
Si  5.5615  2.3288  21.4057  0.0003  -0.0003  0.0012
Si  12.0315  4.4194  23.8193  0.0014  -0.0013  0.0045
Si  9.8779  2.7095  19.6965  0.0014  -0.0019  0.0006
Si  11.2057  5.9141  9.7068  -0.0058  -0.0045  -0.0139
Si  -5.3288  5.8794  17.6719  -0.0023  -0.0034  -0.0023
Si  -0.851  -2.5933  19.0614  0.0011  -0.0004  0.0014
Si  8.0224  10.1167  17.7337  -0.0005  -0.0011  0
Si  4.8211  6.7844  14.6624  0.0027  0.0008  -0.0011
O  7.6518  10.2969  13.4756  -0.0003  0.002  0.0048
O  7.0072  9.5554  18.8833  0.0009  0.001  0.0005
O  7.8545  8.1812  12.0118  -0.001  0.0014  0.0041
O  -1.5842  1.1887  20.0369  -0.0004  -0.0005  0.0013
O  4.5849  5.4836  13.6348  0.0001  -0.0008  0.0023
O  7.5344  9.6458  16.2303  0.0004  0.0016  0
O  -1.4087  -1.386  18.0819  -0.0007  0.0015  -0.0004
O  4.8913  13.5395  9.9019  -0.0006  -0.0004  0.0052
O  5.471  9.2331  11.784  -0.0167  0.0061  -0.001
O  1.1933  7.1932  10.1313  0.007  0.0115  -0.0033
O  7.0977  1.1235  15.3041  0.0008  -0.0013  0.002
O  8.4804  4.2325  23.1534  -0.002  0.003  0.0015
O  5.6635  6.5971  11.5051  -0.0001  -0.0008  0.0069
O  1.4985  6.7814  21.0869  0.0008  -0.0007  -0.0005
O  -2.1292  8.0091  20.0846  0.0004  0.0003  -0.0005
O  10.1468  9.5988  12.8009  -0.0007  -0.0005  0.0057
O  15.7575  4.4939  17.9388  0.0028  0.0048  0.0027
O  6.0571  8.1425  20.8492  0.0002  0.0002  -0.0007
O  2.8337  -0.0227  23.6526  0.0012  0.0042  -0.003
O  3.1854  9.5783  13.1747  0.0011  0.0009  -0.01
O  6.0114  3.5276  22.4313  -0.0002  0.0008  -0.0002
O  9.9545  3.5881  21.0652  -0.0004  0.0008  0.0077
O  2.2615  4.3555  20.1945  0.0006  0.0009  0.0033
O  -5.9117  7.0048  18.7142  0.0002  -0.0016  0.0003
O  0.5432  -2.0913  19.7786  -0.0009  -0.0001  0.0008
O  8.6446  10.5187  10.9262  -0.0042  0.0051  -0.0053
O  11.6771  6.279  15.8387  0  -0.0006  0.0021
O  12.1168  4.176  12.0638  0.001  -0.0009  0.0014
O  9.6371  10.6922  15.1402  0.0006  -0.0004  0.0016
O  10.3686  5.5549  13.6087  -0.0006  0.0027  0.0058
O  0.4398  2.6202  19.0675  0.0011  -0.0007  -0.0013
O  4.0259  11.3767  11.4099  -0.0018  -0.0105  -0.0036
O  1.3735  7.3787  13.4845  0.0005  0.0013  0.0032
O  12.1379  9.582  14.7951  -0.0016  0.0006  0.0027
O  7.218  5.599  17.9188  -0.0019  -0.0006  0.0011
O  3.4801  -3.2274  14.9448  0.0009  0.0001  0.0026
O  12.0764  4.8505  17.8971  0.0023  -0.0006  0.0032
O  10.9941  3.2209  23.3846  -0.0015  -0.0014  -0.0045
O  5.9752  18.6193  13.9108  -0.0015  -0.0011  -0.0003
O  2.2254  4.8492  22.7237  -0.0001  -0.0012  -0.0007
O  6.8599  1.4978  20.919  0.0015  -0.0007  0.0003
O  5.3584  -4.6186  16.1235  -0.0001  0.0014  0.0012
O  1.46  -1.672  22.1539  -0.0002  0.0022  0.0037
O  -2.1438  3.5488  18.8226  -0.0037  0.0042  -0.0007
O  9.585  5.013  16.7919  0.0009  -0.0003  -0.002
O  9.602  3.332  12.393  0.0024  -0.0041  -0.0083
O  4.5184  1.3828  22.2322  -0.0002  -0.0015  0.0012
O  3.3207  -2.4231  20.2727  -0.0003  -0.0003  0.0012
O  2.93  2.7585  18.2148  -0.0022  0.0015  0.0011
O  3.5704  4.8311  11.2062  -0.0001  -0.0012  0.0013
O  6.0769  4.0231  11.7305  0.0014  -0.0026  -0.0018
O  10.0288  7.9816  14.7905  0.0006  0.0024  0.0016
O  -6.0515  2.8493  20.0207  -0.0005  0.0002  -0.0007
O  7.8973  11.7642  17.7311  -0.0006  0.0001  0.0012
O  7.9794  -0.7927  21.3448  0.0009  0.0018  -0.0018
O  4.0783  6.1595  21.1085  -0.0008  -0.0005  -0.0005
O  8.9505  1.5986  22.5551  0.0014  0.0004  0.0006
O  2.4487  2.3908  10.6312  0.0026  -0.0026  0.0004
O  18.4736  3.3138  16.5801  0.0002  0.0003  0.0013
O  3.0666  8.9451  10.7152  -0.0057  -0.0147  -0.0222
O  10.2102  5.5439  10.9453  0.0038  0.0031  -0.0025
O  7.1778  1.7162  10.6855  0.0011  -0.0018  0.0008
O  10.5024  -3.9192  18.2067  0.0001  0.0004  0.0008
O  5.4519  1.9441  17.4877  0.0028  -0.0008  0.0011
H  8.8494  3.3874  12.9997  -0.0097  0.0005  0.0075

Results
free energy: -133793.610 eV
free energy less fixed offsets of H -15.97, N -385.13, O -568.88, Si -635.61 eV per atom: 0.570 eV

The program warned: the cutoff lies below the one the program advises for these potential files; the forces do not sum to zero within the program's tolerance; the exchange-correlation potential is rough where the density is thin.
